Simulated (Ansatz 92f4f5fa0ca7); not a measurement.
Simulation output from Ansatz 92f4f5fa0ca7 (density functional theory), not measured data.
Periodic cell of 240 atoms, Si134O106, from a study of silicon, its oxide and their interface. The atomic structure is a simulated model.

Settings: functional r2SCAN; potential files Ansatz norm-conserving; basis plane waves; wave-function cutoff 1300 eV; density cutoff ratio 4; exchange-correlation grid ratio 1; k mesh 2 x 2 x 1, shifted by 0.5 0.5 0.5 of a step; self-consistency stop 5e-08 eV per atom in the density residual; occupations Fermi-Dirac, 0.05 eV; spin none; net charge 0.

Cell vectors (angstrom)
a  11.5403  0  0
b  0  15.3871  0
c  -0.7817  -4.172  24.3339

Atoms and the computed forces on them: element, x, y, z (angstrom), force x, y, z (eV/angstrom)
Si  0.6847  -1.8184  -0.5303  -0.0996  0.401  -0.1154
Si  1.043  1.4291  1.3397  0.0946  -0.2227  -0.0745
Si  0.1811  7.3349  1.3171  0.0412  -0.5805  -0.3133
Si  3.279  12.1594  -0.4897  0.3428  0.1941  -0.5832
Si  5.1755  0.0904  2.2885  -0.0434  0.2066  -0.7161
Si  3.1144  2.1042  2.1934  0.4601  -0.6732  -0.3609
Si  6.2334  10.0696  -2.887  -0.1993  0.2245  -0.0178
Si  2.7395  6.6214  -1.772  -0.003  -0.2592  -0.1757
Si  10.3096  -1.2278  2.6285  -0.6624  -0.131  -0.2159
Si  10.2178  3.3159  -0.121  -0.1352  -0.1969  -0.0124
Si  7.4006  4.627  -0.6092  0.2573  0.1799  -0.2069
Si  11.1599  10.7286  -0.259  -0.3088  0.4072  -0.3391
Si  3.005  -1.1063  2.8721  0.1965  0.2713  0.1448
Si  3.3211  4.4199  2.0473  -0.2714  0.3031  0.1852
Si  2.2128  8.6419  2.016  0.8683  -0.8019  -0.2571
Si  2.1243  10.9392  2.3651  0.3326  0.5439  -0.4718
Si  7.4071  -1.7579  1.2573  -0.0483  -0.0698  -0.1615
Si  5.9147  4.7203  2.0563  0.5612  -0.3333  -0.5607
Si  5.6556  7.5274  -1.6798  -0.1158  0.2712  -0.165
Si  7.5607  6.7036  2.5071  0.0466  -0.0872  -0.2989
Si  0.9401  -0.9228  1.6379  0.032  0.0255  0.0775
Si  10.7941  2.4892  2.6019  -0.4458  -0.1014  -0.5811
Si  10.0414  6.5262  2.8228  -0.1178  -0.1678  -0.0117
Si  11.2656  10.5932  2.7309  -0.8261  0.3888  -0.2417
Si  2.7592  0.8265  4.2137  -0.0986  -0.1438  -0.0848
Si  2.8715  5.1437  4.2339  -0.1451  -0.0719  0.165
Si  2.9393  7.5812  4.0316  0.0846  0.0288  -0.2496
Si  2.7912  12.3264  4.0834  0.0238  0.3641  0.2426
Si  6.268  1.2084  4.1743  -0.009  -0.0697  0.0057
Si  6.4839  3.6441  4.0918  -0.023  -0.2596  0.3792
Si  6.869  8.5277  3.8772  0.0964  0.6393  -0.3555
Si  6.7754  11.6892  3.7549  -0.0033  0.1877  -0.3511
Si  10.2533  0.6697  3.9902  0.1043  0.1719  0.1669
Si  10.5418  4.4627  3.9456  0.1325  0.1594  0.2421
Si  10.6235  8.5294  3.9184  -0.4276  -0.0238  0.1535
Si  10.4926  12.3497  4.0911  0.2043  -0.1731  0.0524
Si  0.7277  0.7385  5.3649  -0.0639  0.103  0.0098
Si  0.8316  4.6054  5.4321  -0.0405  -0.1139  0.0326
Si  1.0223  8.4006  5.1741  -0.1094  0.0103  0.2383
Si  0.884  12.4857  5.455  0.0965  -0.0491  -0.092
Si  4.5655  0.796  5.7061  -0.0204  -0.0833  0.2439
Si  4.7442  4.4448  5.5478  -0.1282  -0.0507  -0.0006
Si  4.9506  8.1835  5.186  -0.1491  0.0504  0.2321
Si  4.8538  12.2028  5.1144  -0.0119  -0.1604  0.0028
Si  8.2871  0.6127  5.2717  0.0746  -0.095  -0.1078
Si  8.5586  4.2452  5.3192  0.0257  0.1044  0.0539
Si  8.6951  8.4123  5.3266  0.3419  0.3179  0.318
Si  8.5355  12.1042  5.345  -0.1925  -0.0421  -0.0555
Si  0.8793  -1.0431  6.9258  0.2534  -0.0325  -0.0593
Si  0.6486  2.5749  6.8399  -0.0397  0.1953  -0.1425
Si  0.9623  6.6231  6.653  -0.123  -0.0387  -0.0984
Si  0.8585  10.3854  6.4855  -0.0453  0.1006  0.0484
Si  4.7891  -1.3565  6.7188  0.0078  0.1516  -0.1382
Si  4.4315  2.6759  7.1287  0.0296  -0.1439  0.142
Si  5.0765  6.3944  6.8222  0.1186  -0.0784  -0.0534
Si  4.7663  10.2455  6.3615  0.0893  -0.0101  -0.0104
Si  8.5339  -1.2776  6.6647  -0.1177  0.1762  0.1575
Si  8.429  2.3386  6.8224  -0.3413  0.1246  -0.0864
Si  8.6976  6.3716  6.5956  0.1755  -0.1416  -0.2935
Si  8.5241  10.2334  6.775  -0.2599  -0.2306  0.1471
Si  2.9321  -1.2478  8.2003  -0.1208  0.0317  -0.0675
Si  2.379  2.741  8.4209  -0.0214  -0.1645  0.2089
Si  2.9675  6.5664  7.8919  -0.1777  -0.0742  -0.0891
Si  2.8477  10.2482  7.6571  0.102  0.1913  -0.1429
Si  6.6844  -1.3114  8.1346  -0.0464  -0.0282  0.1143
Si  6.484  2.4551  8.2938  0.0902  0.2371  -0.2782
Si  7.0538  6.246  8.2385  -0.1176  0.1233  -0.1963
Si  6.441  10.2497  7.9886  -0.0393  -0.0129  0.1212
Si  10.4143  -0.8526  8.1724  -0.0859  -0.1095  -0.3785
Si  10.2999  1.8282  8.1597  0.0183  -0.0898  -0.0512
Si  10.6154  6.6722  7.992  0.1482  -0.0457  -0.1351
Si  10.516  10.5546  7.9424  -0.0196  -0.0151  -0.205
Si  1.9819  1.6445  10.6452  0.2929  0.1143  0.0873
Si  2.5236  4.4061  12.113  0.3812  -0.0695  0.1593
Si  3.0586  8.494  9.1486  0.0361  0.0883  -0.1307
Si  2.8729  12.0157  9.1357  0.1666  -0.1304  0.0203
Si  3.7155  -0.0583  10.1955  -0.1713  0.1027  -0.1906
Si  7.6074  4.1822  9.4385  -0.579  0.0595  0.7151
Si  7.0409  7.6998  10.1321  0.0559  -0.3017  0.2089
Si  4.8138  11.869  10.5471  -0.0261  -0.5581  0.2452
Si  9.9287  3.4397  9.8858  0.3287  -0.027  0.6702
Si  11.7893  6.4224  11.79  -0.1537  -0.0248  0.0405
Si  10.6494  8.6408  9.2242  -0.0803  0.2559  -0.178
Si  10.5205  12.3576  9.5375  0.3127  -0.2004  -0.0247
Si  -0.7338  1.4988  12.0588  -0.0512  0.1484  0.3506
Si  -0.145  5.2848  9.6948  0.1214  0.0316  0.1035
Si  1.1222  8.9507  10.3802  -0.0269  -0.2856  0.7289
Si  1.0237  11.4358  10.4752  -0.0281  0.1683  0.1872
Si  6.1056  0.5136  9.5692  0.4168  0.0698  0.3123
Si  2.1929  4.8917  9.2884  0.4973  0.1011  0.2784
Si  5.2255  9.0999  9.824  0.3409  0.5557  0.6555
Si  6.8059  12.0931  9.3854  -0.2727  0.1455  -0.2417
Si  7.8782  0.7817  12.2779  -0.2329  -0.019  0.4346
Si  7.0994  5.9773  11.7244  -0.164  -0.1172  0.2336
Si  8.9538  8.9621  10.8054  0.0904  -0.1457  0.0649
Si  8.6595  11.4428  10.7712  -0.5704  0.2843  0.7828
Si  9.939  -2.1552  19.0278  -0.1002  0.0875  -0.0884
Si  -1.8323  3.8533  23.6564  -0.2005  -0.3375  -0.4513
Si  7.1111  -1.6942  15.9867  -0.1263  0.2717  0.1371
Si  6.5461  2.3897  14.3302  -0.0494  0.1489  0.2945
Si  1.8391  1.0576  17.3085  0.001  0.018  -0.1354
Si  -0.0539  -2.0286  14.4073  0.1227  0.1556  0.2106
Si  3.8672  13.5871  11.8068  0.5459  0.0983  0.3693
Si  8.6747  -3.387  13.8624  -0.0423  0.0642  0.2405
Si  11.3692  1.0125  15.0705  -0.0566  0.0435  0.445
Si  8.0088  5.2861  20.1603  -0.0673  0.0424  -0.0767
Si  10.9686  9.1027  17.6322  -0.114  -0.0044  0.1261
Si  8.522  1.0695  16.372  0.0096  0.1801  0.1257
Si  7.3698  11.7471  18.2363  -0.0051  0.1402  -0.0116
Si  5.0248  5.1293  13.8543  0.2941  -0.0212  0.2154
Si  1.8899  -2.9016  12.3792  -0.3461  -0.5031  0.065
Si  4.6435  7.0154  16.3503  -0.0259  -0.0579  -0.0261
Si  5.6851  15.0881  13.943  -0.1586  0.137  0.3982
Si  1.2251  -1.6979  18.2541  0.1509  0.2121  -0.3165
Si  6.896  2.6175  24.5479  -0.0865  0.2905  -0.3461
Si  10.0556  9.3956  14.737  0.0317  -0.0733  -0.0284
Si  8.6482  0.7257  19.4365  0.0331  0.0547  -0.2669
Si  12.7732  2.5096  19.8055  -0.0505  0.0324  -0.0702
Si  1.5548  10.9156  18.647  0.1286  0.0125  0.0404
Si  10.1454  3.038  20.7562  -0.0117  -0.0039  -0.3323
Si  5.8672  1.252  20.934  -0.0133  0.0344  -0.2549
Si  1.2575  10.7998  14.7118  0.1908  0.1107  0.0685
Si  2.1657  8.8159  16.9453  0.1952  -0.1158  0.0577
Si  12.2589  -2.7373  20.7391  0.0896  -0.0306  0.2795
Si  8.6822  8.0837  19.3633  0.0699  -0.1253  0.0979
Si  6.4691  9.9071  20.2801  -0.1262  0.027  0.3628
Si  13.2926  5.2526  23.6121  0.395  -0.1208  -0.4941
Si  5.513  5.0436  18.6603  -0.1001  0.0402  -0.1126
Si  3.9511  2.3822  18.8737  0.0303  0.0886  -0.2035
Si  0.4739  1.0679  25.0327  0.1296  0.5722  -0.7764
Si  6.519  8.9336  17.6937  -0.1492  -0.1218  -0.2812
Si  5.373  8.7558  22.8885  -0.026  -0.1234  -0.3398
Si  11.2042  -3.0359  23.4083  0.2104  0.1271  -0.0906
Si  -1.8677  7.3345  12.5221  -0.1763  -0.2652  0.6514
O  11.5376  4.2746  0.1553  0.2376  0.2159  0.0557
O  2.8716  11.789  1.0567  -0.3033  -0.4162  0.3138
O  3.1702  8.6923  0.607  -0.6706  0.0802  0.1409
O  6.3595  -0.5035  1.3229  0.0682  -0.1909  0.216
O  5.519  3.4121  24.1293  0.1874  -0.1186  -0.2043
O  3.9021  8.8005  23.6037  -0.171  -0.2235  0.1801
O  2.1494  13.1514  -1.1337  -0.1003  -0.3183  0.3379
O  8.9443  -1.3306  1.6004  0.6081  0.0299  0.3788
O  9.7173  2.769  1.3381  0.3196  -0.0239  0.0946
O  10.5243  10.7506  1.2382  0.4887  -0.1316  0.0998
O  -3.3315  3.2863  23.8646  0.0972  0.2125  0.0592
O  6.8965  -2.8437  2.3566  0.1263  -0.0817  0.1884
O  8.913  4.0091  -0.785  0.0801  -0.138  0.0399
O  6.7582  10.1071  3.2363  0.0599  -0.4085  0.7178
O  9.4842  0.5188  12.1477  0.1413  0.1191  -0.102
O  3.1065  5.0294  10.7176  -0.8018  -0.1662  -0.3118
O  7.2077  0.7035  10.8157  -0.3769  -0.1039  -0.3112
O  6.9931  4.5259  10.9645  0.53  0.067  -0.4332
O  0.4841  0.9994  11.0612  0.4148  0.2576  -0.1778
O  10.2341  2.9098  11.4686  -0.1104  -0.1138  -0.5681
O  12.6213  7.8682  11.6875  -0.0495  -0.0413  -0.4498
O  10.1568  8.5606  18.9135  -0.1239  0.0485  -0.1906
O  12.954  1.7197  21.2132  0.0693  0.3955  0.0864
O  3.362  10.7198  -1.2812  -0.335  -0.0564  0.4671
O  7.2766  -2.3376  -0.2728  -0.0087  0.1305  0.4059
O  4.4319  1.3193  1.4425  -0.4457  0.1449  0.7744
O  4.5977  1.2523  19.8802  0.1164  0.195  0.131
O  7.1269  5.0581  18.8072  -0.0633  0.0816  0.341
O  2.1535  5.7366  -0.5779  -0.1671  -0.026  0.0256
O  4.3564  6.5698  -1.6937  0.0219  0.163  0.0371
O  5.6901  9.8784  21.7158  0.1118  -0.182  -0.0572
O  1.4308  11.2485  20.2416  -0.1923  0.2791  -0.2642
O  11.8674  5.9036  24.0513  -0.0565  0.0434  0.1577
O  2.3393  8.2155  -1.7941  0.022  0.1383  0.3362
O  10.6707  2.0917  -1.1133  -0.1121  0.2703  0.2705
O  6.5485  3.9959  0.6517  -0.4459  0.1754  0.5128
O  5.648  9.1142  19.0862  0.4534  0.1607  -0.0767
O  6.2079  11.5302  -2.2472  0.053  0.1095  0.1281
O  -0.1096  1.6074  13.5631  -0.157  -0.0748  -0.3212
O  8.2436  -0.5288  16.1849  -0.1756  -0.0915  -0.1168
O  5.3138  9.0627  -2.0246  0.155  -0.3188  -0.071
O  8.512  6.1496  12.5631  0.0647  0.2713  -0.4243
O  1.18  5.2556  12.5521  0.0473  0.2249  -0.2864
O  4.5741  14.2734  13.1346  -0.1503  0.0641  -0.2382
O  2.2534  2.8113  11.8043  -0.2946  -0.0473  -0.2902
O  7.1553  -0.368  13.2055  0.0288  0.1655  -0.1506
O  4.9655  10.2476  11.0637  0.1092  0.0594  -0.9323
O  8.9522  12.0942  18.4155  -0.119  0.0333  0.0084
O  -1.5389  -2.4949  14.0388  -0.0392  -0.1055  -0.0674
O  7.559  2.2032  13.0478  0.0008  -0.3259  -0.1528
O  5.3331  1.2951  14.1215  0.3742  -0.1853  -0.1274
O  5.9316  3.8875  14.4464  -0.1477  0.0948  -0.2817
O  0.6728  -3.1739  15.3241  -0.0861  -0.1756  -0.3099
O  7.5694  -2.8025  14.8935  0.1741  0.0037  -0.0658
O  8.2425  12.041  12.2973  0.2943  -0.2834  -0.5709
O  12.3877  -2.5826  22.345  -0.5217  -0.2348  -0.0791
O  12.6575  1.5487  15.9321  -0.0962  -0.2111  0.027
O  11.5078  3.5085  19.9802  -0.0439  -0.3295  0.2039
O  12.4472  1.5119  18.5679  0.2806  0.1103  0.0842
O  7.3778  2.0135  15.6886  0.0031  -0.2383  -0.2859
O  7.748  7.9232  18.0346  -0.0344  0.2292  0.2146
O  3.3426  1.6646  17.5266  -0.2135  0.0199  0.2659
O  -0.0997  -0.6025  15.1353  -0.0252  0.0223  -0.2262
O  1.9825  -3.0951  17.8873  -0.2892  -0.0747  0.3087
O  0.8079  -1.8502  13.0364  0.0633  -0.2114  0.1787
O  2.1394  9.9048  15.7253  -0.2188  -0.0416  0.1054
O  9.748  7.9673  14.0387  0.0584  0.1594  -0.1077
O  9.9943  9.2506  16.3502  0.1788  0.0682  -0.1129
O  5.7742  14.4132  15.4175  0.3054  -0.0049  -0.2492
O  1.9222  -0.5598  17.3564  -0.1639  0.0657  0.2292
O  5.8546  5.9591  12.7501  0.0334  -0.1661  0.0106
O  6.6034  4.4648  -2.0667  0.1641  0.0613  0.3708
O  3.6504  4.514  13.2686  -0.2654  -0.0077  -0.2995
O  5.0263  5.8437  17.3721  0.0306  0.1652  -0.0022
O  4.6602  6.2824  14.9244  0.0219  -0.073  0.0229
O  -0.399  -1.7636  17.9826  0.1698  -0.0716  0.2234
O  9.0545  -0.8389  19.3727  0.1075  -0.0268  -0.0425
O  3.1643  7.605  16.6323  0.0855  0.1464  0.0575
O  8.5572  1.3856  17.9554  0.0487  -0.2427  0.123
O  7.1275  10.4059  17.3258  -0.0001  -0.0707  0.2642
O  0.073  10.5305  18.0659  0.2073  -0.1734  -0.02
O  9.9635  1.4679  15.7446  0.1284  -0.2088  -0.1688
O  -0.0179  9.9071  14.238  -0.0948  0.0281  0.102
O  9.7557  1.5249  20.3088  -0.0404  0.185  0.0839
O  2.5677  9.6882  18.288  -0.4317  0.0822  -0.2513
O  5.6694  8.2835  16.4791  -0.0292  -0.074  0.2646
O  0.6916  8.1544  17.2014  -0.0147  0.3859  0.0133
O  10.8355  -4.6291  23.0927  0.2824  0.2002  -0.0257
O  1.4019  -1.5068  19.8874  -0.2775  -0.4207  -0.1846
O  7.0015  5.4162  21.4292  -0.0396  -0.0057  -0.2519
O  8.8848  6.642  20.058  -0.2132  0.0386  -0.0625
O  8.9336  10.4545  14.2675  0.1186  0.0667  -0.056
O  2.6841  3.2094  19.5224  -0.0954  -0.3788  0.0186
O  5.9158  2.7798  21.5264  -0.1657  -0.1655  0.2611
O  7.1909  0.8766  20.106  -0.0845  0.0575  0.1884
O  5.0591  3.4932  18.5061  -0.1038  0.0086  0.158
O  2.1873  -4.1495  13.4493  -0.2312  0.3118  0.0212
O  10.662  -2.7512  20.3591  0.2705  0.057  -0.0864
O  4.8673  5.8425  19.9286  0.3611  -0.2263  0.132
O  -2.0297  5.4554  23.2471  0.3626  -0.0797  0.2934
O  10.3515  3.0713  22.3638  -0.1682  0.2591  0.234
O  6.7063  11.4416  19.716  0.1045  -0.3101  -0.2523
O  6.7332  -2.3858  17.413  0.2143  -0.1738  -0.0758
O  11.2256  12.2765  -0.7991  0.1123  -0.3485  0.2653
O  7.9369  9.1456  20.3752  -0.156  -0.0488  -0.2852
O  8.9682  4.0282  20.3201  0.0858  -0.049  0.1556

Results
free energy: -64962.983 eV
free energy less fixed offsets of O -463.61, Si -117.95 eV per atom: -15.023 eV
pressure: -2.45 GPa
stress xx, yy, zz, yz, xz, xy (GPa, positive in tension): 3.23, 2.69, 1.45, 0.18, 0.15, 0.53

The program warned: the forces do not sum to zero within the program's tolerance.
